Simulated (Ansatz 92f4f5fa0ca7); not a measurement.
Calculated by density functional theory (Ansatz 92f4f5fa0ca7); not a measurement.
Periodic cell of 254 atoms, Si144O106N4, from a study of silicon, its oxide and their interface. The atomic structure is a simulated model.

Settings
functional: r2SCAN
potential files: Ansatz norm-conserving
basis: plane waves
wave-function cutoff: 1300 eV
density cutoff ratio: 4
exchange-correlation grid ratio: 1
k mesh: 2 x 2 x 1, shifted by 0.5 0.5 0.5 of a step
self-consistency stop: 5e-08 eV per atom in the density residual
occupations: Fermi-Dirac, 0.05 eV
spin: none
net charge: 0

Cell vectors (angstrom)
a  10.888  0  0
b  0  10.888  0
c  0  0  36.0894

Atoms: element, x, y, z (angstrom)
Si  -0.3967  -0.3525  -0.0908
Si  3.4905  2.6082  -0.4712
Si  -0.4977  5.8803  0.2447
Si  3.255  7.6441  -0.1451
Si  5.4942  0.222  0.0322
Si  7.789  3.362  0.1273
Si  6.8896  6.8394  1.5411
Si  8.6737  7.6754  0.2652
Si  1.1062  1.267  0.9601
Si  4.0908  3.9583  1.4038
Si  1.4468  6.7774  1.2452
Si  4.161  9.475  1.1541
Si  6.8883  1.5046  1.3636
Si  9.372  4.2822  1.6054
Si  5.4894  5.451  0.3556
Si  9.5417  9.362  1.6353
Si  -0.0483  2.6946  2.56
Si  2.6441  -0.0291  2.4501
Si  0.1775  8.0964  2.8196
Si  2.6573  5.3355  2.6648
Si  5.4751  2.7022  2.8075
Si  8.1539  0.0173  2.7311
Si  5.4456  8.2448  2.7136
Si  8.1029  5.5274  3.0372
Si  1.305  4.007  4.0289
Si  4.0186  1.2904  3.985
Si  1.4435  9.5719  4.0735
Si  4.0657  6.7732  3.99
Si  6.7562  4.0675  4.2351
Si  9.5547  1.3589  4.0377
Si  6.7756  9.577  4.107
Si  9.6042  6.8454  4.2168
Si  0.0182  0.0165  5.4206
Si  2.701  2.6858  5.3934
Si  0.0271  5.3858  5.4746
Si  2.7677  8.1563  5.4087
Si  5.3904  0.0037  5.4404
Si  8.1993  2.6855  5.4634
Si  5.3816  5.473  5.4737
Si  8.1739  8.2322  5.4783
Si  1.3561  1.3638  6.807
Si  4.0348  4.0834  6.7937
Si  1.386  6.8041  6.7795
Si  4.0985  9.4926  6.8095
Si  6.8017  1.3403  6.7939
Si  9.5484  4.0471  6.8275
Si  6.7918  6.8232  6.8065
Si  9.5314  9.5841  6.8271
Si  0.028  2.7296  8.2108
Si  2.7129  -0.0327  8.1329
Si  0.0106  8.1757  8.1309
Si  2.7223  5.4716  8.1843
Si  5.4483  2.7286  8.1169
Si  8.1509  0.0164  8.2163
Si  5.4346  8.1589  8.205
Si  8.1658  5.4254  8.1279
Si  1.3916  4.1227  9.5616
Si  4.0827  1.3519  9.4435
Si  1.3735  9.5052  9.5262
Si  4.0545  6.8251  9.5976
Si  6.8031  4.077  9.4943
Si  9.5343  1.3884  9.5655
Si  6.7841  9.5089  9.5652
Si  9.5268  6.8017  9.4594
Si  0.0437  0.0055  10.8675
Si  2.8192  2.7411  10.8382
Si  0.0148  5.5302  10.8708
Si  2.6694  8.1816  11.0112
Si  5.3602  -0.0051  10.8585
Si  8.1609  2.7631  10.9113
Si  5.4643  5.4336  10.8661
Si  8.1524  8.086  10.8591
Si  1.4608  1.4098  12.1723
Si  4.1935  4.0501  12.2535
Si  1.2736  6.826  12.4144
Si  4.0059  9.6157  12.3476
Si  6.7464  1.3282  12.1672
Si  9.5363  4.2279  12.2161
Si  6.7819  6.7438  12.2823
Si  9.5514  9.455  12.123
Si  -0.0418  2.7027  13.4002
Si  2.6736  0.1543  13.7605
Si  -0.1674  8.2484  13.7749
Si  2.7546  5.3632  13.5702
Si  5.5839  2.6999  13.6593
Si  8.0727  -0.1613  13.3664
Si  5.4035  8.1861  13.5876
Si  8.207  5.4716  13.744
Si  1.9715  3.992  15.3116
Si  4.0572  1.6443  15.0848
Si  0.8284  10.0643  14.9411
Si  4.0954  6.7228  14.848
Si  7.4164  3.5518  14.9467
Si  9.4697  1.2403  14.5082
Si  7.1441  9.1533  14.8062
Si  8.8442  7.4132  15.059
Si  4.147  -6.5264  19.1699
Si  1.9224  19.1315  24.0638
Si  17.3091  -11.7111  29.4391
Si  -23.2732  -7.6284  22.1761
Si  -9.9001  6.3437  26.4313
Si  -5.9005  -6.7608  23.3412
Si  2.1549  0.3084  21.7571
Si  19.5519  12.5408  19.7776
Si  5.3493  -0.4366  16.924
Si  -4.9715  26.9401  16.8904
Si  2.8074  8.7039  16.7758
Si  -15.515  10.7591  19.8632
Si  6.4643  -1.0017  22.6605
Si  7.7372  -2.8046  20.7294
Si  24.7835  8.1384  21.5573
Si  15.1079  10.3164  24.596
Si  -4.1612  -12.2265  26.3675
Si  -7.339  4.7014  30.1553
Si  -8.3187  13.2393  28.1465
Si  5.3146  6.3363  21.2439
Si  3.2684  -11.3987  29.4568
Si  9.626  4.3394  19.4203
Si  4.4865  2.0822  21.1498
Si  -13.3529  -15.7701  32.1789
Si  18.7269  -2.9776  24.333
Si  -13.6135  -4.0625  18.0673
Si  0.3689  1.5424  23.8541
Si  -13.1367  -11.0992  24.4401
Si  1.3312  -13.7823  19.1584
Si  -4.5828  4.0184  30.9476
Si  20.5199  4.1352  34.0882
Si  -20.9365  -7.5291  26.1878
Si  -14.0391  -6.046  24.4241
Si  -9.5495  16.0617  18.2007
Si  -9.4099  19.9628  33.908
Si  -0.1878  7.7934  31.4576
Si  8.1794  1.7567  29.9763
Si  -8.6787  0.6015  32.141
Si  7.9525  -0.9167  34.4807
Si  -0.0824  -0.3821  20.154
Si  -2.9162  8.8458  31.714
Si  -12.3064  4.8361  26.6825
Si  -7.7385  2.36  25.1333
Si  -0.4335  13.9945  28.7822
Si  -11.7607  -2.0147  22.5956
Si  21.4144  -8.4808  31.647
Si  12.9702  29.2102  29.2276
Si  -6.9619  14.0956  32.633
O  -0.466  3.393  32.9114
O  4.4405  -3.2123  20.9986
O  3.0985  -7.4529  29.2354
O  -2.6605  8.4383  34.9605
O  -12.2764  -2.038  31.1324
O  -10.1239  12.1885  31.9621
O  -13.7672  4.8139  26.0359
O  -1.7086  10.9105  35.044
O  1.4702  6.9643  27.8246
O  17.3868  -0.4169  34.9964
O  13.6926  0.7801  28.5568
O  -11.528  6.2337  26.3925
O  6.6365  9.4829  27.9606
O  6.67  19.2991  23.3252
O  13.8534  27.9416  29.7665
O  -3.2273  7.4038  32.373
O  0.6141  8.5106  23.1227
O  0.2098  4.2021  18.7878
O  1.6464  4.8084  16.6645
O  6.6483  6.367  17.6832
O  11.0982  9.1543  19.297
N  11.8017  -8.1743  27.796
O  -4.6695  4.3487  24.3405
O  -1.7721  7.907  21.6124
O  8.9018  -5.2528  18.8401
O  5.2037  5.7804  15.5837
O  3.0404  7.3252  15.9609
O  -8.067  9.4812  24.6394
O  11.4644  14.2406  14.7954
O  -6.7565  13.7667  19.7904
O  2.8669  -1.1387  21.6275
O  5.4793  -0.6049  18.5234
O  -1.8126  1.7325  31.3442
O  -3.8874  2.8522  30.0836
O  8.0648  8.0543  19.1251
O  -3.0596  -0.2353  25.86
O  3.0384  2.8006  15.6563
O  -16.8416  1.0349  16.3505
O  4.113  9.5512  16.4338
O  9.9111  11.6869  24.4509
O  1.4519  9.4562  16.321
O  -8.3532  10.5631  30.8734
O  6.8617  6.7725  21.126
O  -0.3333  11.1745  15.3547
O  7.0232  -6.7968  16.4288
O  3.7542  -18.1927  24.2417
O  18.3806  0.1076  23.3012
O  8.6396  2.0529  21.3613
O  4.8435  5.5643  22.592
O  9.8354  11.5055  19.3769
O  -1.1779  4.3872  21.0447
N  -4.0437  9.5756  20.9827
O  5.3014  0.7525  20.8044
O  -8.2439  -13.6711  34.4939
O  -5.924  -11.5321  23.1519
O  3.1333  12.4632  21.8471
O  0.7955  6.702  18.3463
O  -4.1903  -11.8991  16.2293
O  -2.0811  3.0285  18.9576
O  -0.1293  -8.2302  22.7877
O  -1.9204  7.1918  16.6994
O  4.873  -0.4168  29.614
O  -2.3096  -5.6432  33.5798
O  -20.215  -6.0494  26.1981
O  -16.2624  3.3734  32.2448
O  5.2876  -7.8686  22.1895
O  -13.2809  2.345  15.2807
O  2.6512  -13.2685  18.3627
O  10.1686  -11.6094  21.6134
O  15.6879  4.3547  17.7043
O  15.9721  5.3  20.0488
O  -10.0091  -3.1785  30.2672
O  -10.2782  -13.4945  32.7946
O  -34.9992  -7.0053  23.4043
O  -8.22  4.9793  19.0844
O  0.0583  3.2612  30.325
O  -5.7153  -16.9873  30.0817
O  7.8789  -0.9112  32.8673
O  -9.3961  -3.5693  25.2783
O  14.2634  12.5964  32.3165
O  4.4474  -9.5955  35.4399
O  -1.166  -6.4094  28.248
O  1.2629  0.4221  23.0998
O  -9.0674  -3.3336  20.6253
O  -14.4393  11.8046  19.29
O  -5.6418  -1.0384  25.764
O  1.2801  -10.4434  20.4095
O  6.558  15.2623  35.7157
O  -7.5423  2.6379  26.7366
O  6.8556  -1.8918  30.5641
O  0.5249  9.4848  35.1502
O  -0.7129  -7.2667  25.8536
O  -0.9573  -4.53  31.6366
O  -2.7819  6.3641  23.9992
O  -8.9314  2.0926  35.8814
O  -7.0112  0.9842  24.7884
O  -0.1846  15.8598  34.9784
O  7.2725  8.1097  25.8404
N  -1.7698  9.0538  24.05
O  3.6273  14.3341  34.2184
O  2.1369  10.4559  33.383
O  -8.0099  -12.9231  28.987
O  -7.9901  -3.4018  23.028
O  4.4342  6.5041  35.6508
N  -20.3487  -8.5913  24.9937
O  -3.4541  0.3894  29.6733
O  7.519  5.0377  31.264
O  -1.644  2.0163  28.7787
O  -2.1425  3.0483  34.9153
O  3.1521  15.1842  31.6956

Results
free energy: -67328.890 eV
free energy less fixed offsets of N -289.75, O -463.61, Si -117.95 eV per atom: -42.430 eV
pressure: -0.40 GPa
stress xx, yy, zz, yz, xz, xy (GPa, positive in tension): 0.39, 0.86, -0.05, 0.09, 0.02, -0.29

Forces (eV/angstrom), in the order of the atoms: element, x, y, z
Si  0.0559  0.0792  0.0811
Si  -0.006  0.0098  0.1948
Si  0.0269  0.0373  0.1013
Si  0.0219  -0.0156  0.1437
Si  0.0116  0.0042  0.0463
Si  -0.0402  0.0561  0.087
Si  0.0358  0.0373  -0.0146
Si  0.0075  -0.0566  0.089
Si  -0.0341  0.0023  0.0787
Si  0.0172  -0.0099  -0.0229
Si  0.0043  -0.047  0.0224
Si  0.0302  0.0215  0.0305
Si  0.0271  -0.0169  0.069
Si  0.0159  0.0464  -0.0172
Si  -0.0394  -0.0219  0.0584
Si  -0.0125  -0.0601  -0.0194
Si  -0.0032  -0.0192  0.0166
Si  -0.047  0.0083  -0.0362
Si  -0.0341  0.0019  -0.0048
Si  0.0253  0.0421  -0.0033
Si  -0.0038  -0.0082  -0.0149
Si  -0.0014  0.0104  0.0286
Si  0.01  -0.0366  0.0104
Si  0.005  0.0208  -0.0003
Si  -0.0299  0.0234  0.0035
Si  -0.0062  0.0175  -0.0003
Si  0.0456  0.0011  -0.0207
Si  0.008  -0.0082  -0.0048
Si  -0.0054  -0.0057  -0.0009
Si  -0.0176  0.0141  0.0028
Si  0.0324  -0.0026  0.0037
Si  -0.023  -0.0111  0.0317
Si  -0.0322  0.0316  -0.0029
Si  -0.0028  0.0017  0.0049
Si  -0.0028  0.0082  0.0165
Si  -0.0099  -0.0174  -0.0173
Si  0.0039  -0.0259  -0.0026
Si  0.0294  -0.0303  -0.0212
Si  0.0147  0.0226  0.009
Si  -0.0026  -0.0017  0.0134
Si  0.009  -0.0341  -0.0134
Si  0.0174  0.0218  0.0002
Si  0.0043  0.0052  0.007
Si  -0.0034  -0.003  -0.0135
Si  -0.0105  0.0398  -0.0062
Si  -0.022  0.0076  -0.0022
Si  -0.0087  -0.013  -0.0049
Si  0.0166  0.0034  -0.0007
Si  -0.0008  0.0001  0.0057
Si  -0.0041  0.006  0.0172
Si  -0.0386  0.0113  -0.0073
Si  -0.0038  -0.0195  -0.0048
Si  -0.0053  -0.0169  -0.0053
Si  0.008  -0.0111  0
Si  0.0067  0.0125  0.0052
Si  0.0046  0.0017  0.0059
Si  -0.0157  0.0238  -0.0079
Si  0.0155  0.0062  -0.0078
Si  0.0148  -0.0072  0.016
Si  0.0046  0.0171  -0.0104
Si  0.0365  0.013  0.0145
Si  -0.0217  0.0053  -0.0109
Si  0.004  -0.0293  -0.0232
Si  -0.019  0.0088  0.0008
Si  0.0008  -0.0032  0.0193
Si  0.0209  0.0087  0.0094
Si  0.0209  -0.019  0.0252
Si  -0.0103  -0.0138  -0.0195
Si  0.0122  -0.0107  0.0103
Si  0.0036  0.0379  0.0095
Si  -0.0363  -0.001  -0.0163
Si  -0.0179  0.009  -0.0011
Si  -0.0392  0.0286  0.0272
Si  -0.0284  -0.002  0.0083
Si  -0.0019  0.0373  -0.0137
Si  -0.0086  -0.0127  -0.0014
Si  0.0058  0.0054  -0.0107
Si  0.0016  -0.0503  -0.0013
Si  0.0435  0.0056  0.0339
Si  -0.0097  -0.0133  0.0092
Si  -0.0147  -0.0198  -0.0542
Si  0.0593  -0.0251  -0.0239
Si  -0.0058  -0.0257  0.0119
Si  -0.0109  -0.0325  -0.0006
Si  0.0119  0.0143  -0.0054
Si  -0.0055  -0.0186  0.0294
Si  0.0077  0.0356  0.0072
Si  -0.0082  0.0185  -0.0012
Si  -0.0263  -0.0463  -0.17
Si  -0.0176  0.0161  -0.0815
Si  -0.0157  0.0302  -0.1838
Si  -0.0308  -0.0032  -0.0778
Si  0.0641  0.0025  -0.1335
Si  -0.0036  -0.0523  -0.0435
Si  0.0301  -0.0323  -0.0735
Si  -0.0214  0.0409  -0.1527
Si  -0.0086  0.0418  -0.2633
Si  0.02  -0.0444  -0.1004
Si  0.0043  -0.0293  0.1881
Si  -0.0165  0.0188  -0.2216
Si  0.0463  0.0214  0.0807
Si  0.0092  0.0349  -0.1639
Si  0.0579  0.0041  -0.1441
Si  -0.0452  0.0048  -0.1856
Si  0.0207  0.01  -0.2563
Si  0.0337  -0.0099  -0.2144
Si  -0.0422  -0.0107  -0.2419
Si  -0.0327  0.0108  -0.3002
Si  -0.0326  0.0003  -0.1872
Si  -0.0516  -0.0463  -0.2329
Si  -0.0033  -0.0669  -0.1834
Si  0.0283  0.0066  -0.0783
Si  -0.0058  -0.0065  0.138
Si  0.0671  0.0237  0.1797
Si  0.017  -0.0314  0.2201
Si  0.0158  -0.034  -0.1729
Si  -0.0171  -0.0292  0.1573
Si  0.0052  0.0697  -0.2207
Si  0.0098  0.0383  -0.1763
Si  0.0343  0.0057  0.1162
Si  0.0334  -0.0091  -0.0666
Si  -0.0068  -0.0229  -0.2796
Si  0.0186  0.0147  -0.1108
Si  -0.0187  -0.0167  -0.0282
Si  0.0262  -0.0546  -0.234
Si  -0.0017  0.0356  0.137
Si  0.0119  0.004  0.2351
Si  0.0836  -0.0075  0.1007
Si  -0.0034  -0.0272  -0.0844
Si  0.0428  -0.0251  -0.2688
Si  -0.0197  -0.0456  0.2307
Si  -0.0078  0.0258  0.2002
Si  -0.0271  0.041  0.1311
Si  0.0325  -0.0119  0.1882
Si  0.0065  -0.021  0.1887
Si  0.0076  -0.0734  -0.2372
Si  0.062  0.0267  0.1852
Si  0.0244  0.0033  0.1171
Si  -0.0033  0.0075  -0.0502
Si  -0.0312  -0.0572  0.1717
Si  0.0177  -0.0338  -0.1643
Si  -0.0099  0.0004  0.2113
Si  -0.0058  0.0273  0.1728
Si  -0.0177  -0.0255  0.2686
O  0.0306  -0.0776  -0.1516
O  -0.0206  0.0294  0.0656
O  -0.0508  -0.0833  -0.1197
O  -0.0508  0.0815  -0.1688
O  -0.0129  0.0061  -0.0526
O  -0.0401  0.0268  -0.0653
O  -0.0308  0.0013  0.0083
O  -0.0697  -0.0175  -0.1113
O  -0.0451  -0.0323  -0.1145
O  0.0428  -0.0191  -0.0721
O  -0.0104  0.0766  -0.0692
O  -0.0283  0.0006  -0.0197
O  0.0205  -0.0129  -0.1402
O  -0.0116  0.0044  0.0373
O  -0.0193  0.0091  -0.0559
O  -0.0254  -0.0083  -0.0357
O  -0.0215  0.0159  0.0411
O  -0.0609  -0.0274  0.0982
O  -0.0571  0.0667  0.1912
O  0.0154  0.0353  0.1211
O  -0.0388  0.079  0.0997
N  0.0203  0.031  -0.1172
O  0.0184  -0.0008  0.0535
O  0.0762  0.0141  0.1258
O  0.0407  -0.0491  0.0979
O  0.086  -0.049  0.0981
O  -0.0378  0.0887  0.1054
O  -0.0068  0.0194  0.0455
O  0.0404  0.0255  0.0656
O  0.0145  -0.084  0.1302
O  -0.0219  0.0334  0.0622
O  0.0504  0.0108  0.2367
O  -0.0292  -0.0168  -0.0697
O  0.0322  -0.0338  -0.06
O  -0.0165  0.0821  0.1894
O  0.0126  0.0086  0.0002
O  0.0067  0.0144  0.0708
O  0.0153  -0.0606  0.093
O  0.0217  -0.0109  0.0567
O  -0.0321  -0.0111  0.0343
O  0.0416  -0.0289  0.1544
O  0.0364  -0.0203  -0.1219
O  -0.0221  -0.018  0.0623
O  0.0229  -0.02  0.0546
O  -0.0562  0.0056  0.1071
O  -0.0281  -0.0228  0.064
O  0.0138  -0.004  0.0541
O  0.021  0.0278  0.1113
O  -0.0127  -0.0538  0.0983
O  0.023  -0.0156  0.0812
O  -0.017  -0.0502  0.1635
N  0.0116  0.0307  0.1307
O  -0.0094  0.0032  0.0979
O  -0.0342  0.0504  -0.1385
O  -0.0164  -0.0201  0.1028
O  -0.0401  -0.0212  0.0592
O  -0.0086  0.0391  0.0904
O  -0.046  0.0309  0.1526
O  0.0025  -0.0319  0.0866
O  0.0333  -0.0419  0.0714
O  -0.0346  -0.0102  0.249
O  -0.0023  0.0004  -0.0541
O  -0.0486  0.0436  -0.0653
O  -0.0165  -0.0079  -0.0329
O  0.045  0.0226  -0.0862
O  0.0218  0.019  0.071
O  -0.0449  0.0394  0.0679
O  -0.0174  -0.0158  0.1527
O  -0.0026  -0.022  0.1185
O  -0.0471  -0.0034  0.1449
O  0.044  0.0402  0.1244
O  0.066  -0.0226  -0.1209
O  -0.0526  -0.047  -0.1264
O  -0.0254  0.0237  0.0785
O  0.0316  -0.0019  0.1043
O  0.0181  0.0256  -0.121
O  -0.0348  -0.0094  -0.0485
O  -0.0101  -0.0196  -0.1781
O  0.0024  0.0017  0.0221
O  -0.0234  -0.0474  -0.0801
O  -0.0338  0.023  -0.0637
O  -0.0102  0.043  -0.1026
O  -0.0308  0.0269  0.0657
O  0.0543  0.0274  0.162
O  0.0293  0.003  0.0768
O  -0.0089  -0.0003  -0.0162
O  0.0031  0.006  0.0891
O  0.0436  -0.0198  -0.0638
O  -0.0043  0.0263  -0.0657
O  -0.0407  0.0531  -0.0962
O  0.0532  -0.0933  -0.124
O  0.0068  -0.0216  -0.0488
O  0.015  0.008  -0.059
O  -0.0113  0.0035  0.0287
O  0.0343  -0.003  -0.0694
O  0.009  0.0082  0.0187
O  -0.0133  -0.0515  -0.1511
O  -0.0048  -0.0007  0.0126
N  -0.0191  0.0152  0.0685
O  0.0037  0.0298  -0.2285
O  0.0325  0.0753  -0.1271
O  -0.0002  -0.0016  -0.0508
O  -0.0329  0.0074  0.0873
O  -0.0364  0.0231  -0.0432
N  0.0097  -0.0286  -0.0201
O  -0.0023  -0.0055  -0.0572
O  -0.0287  -0.0289  -0.0533
O  0.0215  0.0133  -0.0614
O  0.038  0.01  -0.1288
O  -0.023  0.0456  -0.1313

The program warned: the forces do not sum to zero within the program's tolerance.
